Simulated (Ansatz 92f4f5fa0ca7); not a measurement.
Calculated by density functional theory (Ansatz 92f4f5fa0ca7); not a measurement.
Periodic cell of 240 atoms, Si147O87H6, from a study of silicon, its oxide and their interface. The atomic structure is a simulated model.
Doubt: the cutoff is far below the 930 eV that the study's wrapper takes by default for these files, so forces and energies are approximate.

Settings: functional PBE; potential files Ansatz PAW; basis plane waves; wave-function cutoff 580 eV; density cutoff ratio 5; exchange-correlation grid ratio 1; k mesh 1 x 1 x 1, Gamma-centred; self-consistency stop 5e-08 eV per atom in the density residual; occupations fixed; spin none; net charge 0.

Cell vectors (angstrom)
a, 11.6015, 0, 0
b, 0, 10.938, 0
c, 0, 0, 33.1005

Atoms and the computed forces on them: element, x, y, z (angstrom), force x, y, z (eV/angstrom)
Si, 0.1251, -0.1112, 24.2875, 0.0449, -0.2148, -0.4124
Si, 4.0429, 0.0168, 24.3063, -0.0915, 0.2331, 0.0531
Si, 7.8802, 0.0126, 24.4837, -0.0542, -0.2761, -0.1912
Si, 2.0287, 1.2747, 24.3406, 0.2689, -0.0823, 0.114
Si, 5.998, 1.3819, 24.2689, 0.0066, 0.2293, -0.2547
Si, 9.8528, 1.2799, 24.4586, -0.0965, 0.0549, 0.0785
Si, -0.0159, 5.457, 24.306, -0.0967, -0.2575, -0.1943
Si, 4.0425, 5.6285, 24.4022, 0.0446, 0.0033, -0.44
Si, 7.8775, 5.1869, 24.5053, -0.0098, -0.3574, -0.0515
Si, 1.9762, 6.7444, 24.4272, 0.255, 0.1817, -0.4881
Si, 6.0875, 6.723, 24.5806, -0.0731, 0.2859, -0.1042
Si, 9.6059, 6.7329, 24.4613, 0.0076, 0.1109, -0.3427
Si, 2.0058, 2.6932, 26.2509, -0.0605, 0.0675, 0.0524
Si, 5.8718, 2.6665, 26.273, 0.0087, 0.0343, 0.1276
Si, 9.79, 2.6278, 26.3943, 0.0264, 0.1898, 0.0044
Si, 0.0665, 4.0839, 26.2622, -0.1343, -0.1295, 0.2158
Si, 3.9568, 4.0525, 26.1896, 0.0515, -0.1613, 0.1763
Si, 7.8333, 3.9529, 26.4418, -0.0471, -0.1753, 0.0842
Si, 2.0221, 8.2159, 26.2628, -0.1383, 0.1949, 0.214
Si, 5.9044, 8.194, 26.4103, 0.1785, 0.1147, 0.1084
Si, 9.7308, 8.1493, 26.3431, -0.063, 0.2256, 0.1669
Si, 0.0606, 9.5309, 26.2533, 0.0996, -0.1506, 0.2335
Si, 3.9834, 9.5927, 26.2651, -0.0213, -0.1632, 0.0121
Si, 7.831, 9.5833, 26.4121, -0.0639, -0.1908, -0.0113
Si, 0.067, -0.0467, 28.2348, -0.0316, 0.1549, -0.0741
Si, 3.8966, -0.0277, 28.2459, 0.0588, 0.1163, -0.0303
Si, 7.7794, 0.0193, 28.3135, 0.0129, 0.0976, -0.0858
Si, 1.979, 1.3758, 28.2434, -0.0477, -0.1001, -0.0998
Si, 5.8204, 1.3563, 28.257, 0.0047, -0.1495, -0.0921
Si, 9.7473, 1.3249, 28.3237, 0.0139, -0.1133, -0.021
Si, 0.059, 5.4456, 28.235, 0.0167, 0.1132, -0.0882
Si, 3.9054, 5.4187, 28.2027, -0.0485, 0.141, -0.0763
Si, 7.7753, 5.4461, 28.2772, 0.0369, 0.138, -0.0234
Si, 1.9895, 6.8408, 28.2308, 0.039, -0.122, -0.0774
Si, 5.8297, 6.8056, 28.3005, 0.0094, -0.0933, -0.0424
Si, 9.7186, 6.8089, 28.2817, 0.0161, -0.1116, 0.001
Si, 1.9336, 2.7345, 30.2013, 0.0341, -0.0292, -0.0659
Si, 5.8008, 2.7345, 30.2013, -0.0157, 0.0212, -0.1078
Si, 9.6679, 2.7345, 30.2013, 0.1048, 0.0477, 0.1606
Si, 0, 4.1018, 30.2013, 0.0845, -0.0359, -0.13
Si, 3.8672, 4.1018, 30.2013, 0.012, -0.0545, -0.2569
Si, 7.7343, 4.1018, 30.2013, 0.0308, -0.0944, 0.0934
Si, 1.9336, 8.2035, 30.2013, 0.0634, -0.0621, -0.116
Si, 5.8008, 8.2035, 30.2013, -0.0064, -0.0725, 0.1287
Si, 9.6679, 8.2035, 30.2013, 0.0584, -0.0104, -0.005
Si, 0, 9.5708, 30.2013, 0.1268, -0.1378, -0.1149
Si, 3.8672, 9.5708, 30.2013, -0.0178, -0.0602, -0.0851
Si, 7.7343, 9.5708, 30.2013, 0.0135, -0.085, 0.1355
Si, 0, 0, 32.1349, -0.0016, 0.0919, -0.0024
Si, 3.8672, 0, 32.1349, 0.0059, 0.051, -0.0099
Si, 7.7343, 0, 32.1349, -0.0055, -0.023, 0.0284
Si, 1.9336, 1.3673, 32.1349, -0.0046, -0.0808, -0.0191
Si, 5.8008, 1.3673, 32.1349, 0.001, -0.0869, -0.0193
Si, 9.6679, 1.3673, 32.1349, 0.008, -0.0199, 0.0161
Si, 0, 5.469, 32.1349, 0.0162, 0.0903, -0.0028
Si, 3.8672, 5.469, 32.1349, -0.02, 0.0844, -0.0403
Si, 7.7343, 5.469, 32.1349, -0.0063, 0.0159, 0.0213
Si, 1.9336, 6.8362, 32.1349, 0.0043, -0.1229, -0.0193
Si, 5.8008, 6.8362, 32.1349, -0.0098, 0.0203, 0.0029
Si, 9.6679, 6.8362, 32.1349, 0.0001, -0.0763, 0.0157
Si, 1.9336, 2.7345, 0.9679, -0.0772, 0.075, 0.0507
Si, 5.8008, 2.7345, 0.9679, -0.0756, 0.1187, 0.0371
Si, 9.6679, 2.7345, 0.9679, -0.0071, 0.0845, 0.0441
Si, 0, 4.1018, 0.9679, -0.0529, 0.0513, 0.0506
Si, 3.8672, 4.1018, 0.9679, -0.0424, -0.0237, -0.1484
Si, 7.7343, 4.1018, 0.9679, -0.0075, 0.0205, -0.0109
Si, 1.9336, 8.2035, 0.9679, -0.0624, 0.1343, 0.0322
Si, 5.8008, 8.2035, 0.9679, 0.0068, 0.0718, -0.0482
Si, 9.6679, 8.2035, 0.9679, -0.0512, 0.0646, 0.2001
Si, 0, 9.5708, 0.9679, -0.0103, -0.0287, -0.0346
Si, 3.8672, 9.5708, 0.9679, -0.0986, 0.0126, -0.0142
Si, 7.7343, 9.5708, 0.9679, -0.0449, 0.0395, -0.0994
Si, -0.0454, -0.0076, 2.9052, -0.0695, 0.1108, 0.0713
Si, 3.7972, 0.0136, 2.8938, 0.0272, 0.1057, 0.0594
Si, 7.6866, 0.0417, 2.8635, -0.0127, 0.0647, 0.0969
Si, 1.8682, 1.4085, 2.929, -0.0191, -0.1325, 0.0826
Si, 5.7327, 1.3849, 2.9061, -0.0241, -0.1524, 0.0907
Si, 9.6379, 1.3814, 2.9052, -0.008, -0.1473, 0.0416
Si, -0.0455, 5.4912, 2.9057, -0.0213, 0.118, 0.0463
Si, 3.8171, 5.4981, 2.8649, -0.0216, 0.1786, 0.0501
Si, 7.694, 5.4721, 2.8981, 0.02, 0.0848, 0.0179
Si, 1.8866, 6.8802, 2.9273, -0.0269, -0.1875, 0.1325
Si, 5.7623, 6.8502, 2.891, 0.0385, -0.1015, 0.0725
Si, 9.6157, 6.8602, 2.9365, 0, -0.074, 0.0346
Si, 1.837, 2.8024, 4.883, -0.0539, 0.1702, -0.0488
Si, 5.6854, 2.7594, 4.8496, 0.1225, 0.2232, -0.1539
Si, 9.6128, 2.7173, 4.8694, -0.0163, 0.273, -0.2435
Si, -0.1331, 4.1974, 4.8877, 0.0293, -0.1555, -0.1165
Si, 3.775, 4.1801, 4.7972, 0.0617, -0.2092, -0.0665
Si, 7.6635, 4.0535, 4.7923, -0.0964, -0.1242, -0.142
Si, 1.838, 8.2371, 4.9079, 0.0037, 0.1722, -0.1816
Si, 5.7276, 8.2408, 4.8113, 0.0895, 0.1278, -0.1023
Si, 9.5282, 8.2196, 4.9171, -0.0701, 0.2172, -0.1965
Si, -0.1163, 9.5814, 4.8594, 0.1024, -0.108, -0.0599
Si, 3.8018, 9.6022, 4.8332, -0.0396, -0.1231, -0.0535
Si, 7.6513, 9.6734, 4.814, 0.0715, -0.0901, 0.0665
Si, -0.059, 0.032, 6.7626, 0.0062, -0.0325, -0.1019
Si, 3.8525, 0.05, 6.7391, 0.0375, -0.0868, -0.082
Si, 7.6768, 0.1672, 6.7563, 0.0162, -0.4011, 0.036
Si, 1.9018, 1.3336, 6.7474, 0.076, 0.2792, 0.3395
Si, 5.7362, 1.4608, 6.8192, -0.0274, 0.1839, 0.2587
Si, 9.6724, 1.4441, 6.8484, 0.134, 0.1636, 0.3947
Si, -0.3078, 5.6507, 6.8092, -0.0547, -0.3121, 0.3806
Si, 3.7079, 5.5633, 6.7012, -0.0372, 0.0185, 0.0544
Si, 7.5082, 5.3756, 6.6966, -0.0983, -0.3892, 0.1945
Si, 1.7256, 6.8268, 6.8139, 0.0144, 0.3155, 0.2787
Si, 5.7067, 6.8417, 6.7102, -0.0112, 0.4081, 0.1669
Si, 9.269, 6.907, 6.902, -0.083, 0.1919, 0.2822
O, 8.7535, 7.7647, 8.2949, 0.2439, -0.1342, -0.3745
O, 2.0172, 2.2492, 8.1482, 0.0134, -0.1034, -0.2779
O, 6.0504, 7.8289, 8.043, -0.1704, -0.1587, -0.2816
O, 7.3548, 4.4315, 8.0858, 0.1706, 0.0903, -0.145
O, 5.7311, 2.3135, 8.2749, -0.0505, -0.1738, -0.3537
O, 7.5454, 10.1155, 8.0868, 0.0293, 0.0945, -0.1709
O, 11.2722, 4.7017, 8.1854, 0.0299, 0.2093, -0.2423
O, 1.6933, 7.6727, 8.2817, -0.0065, -0.131, -0.5415
O, 9.5972, 4.1844, 10.2393, 0.0715, 0.0731, -0.2715
O, 9.1305, 7.6334, 23.1159, 0.1457, -0.0314, 0.2127
O, 8.034, 4.1912, 23.1558, 0.0051, 0.1345, 0.2205
O, 7.8402, 9.9812, 23.1161, 0.0899, 0.0772, 0.2088
O, 2.2315, 7.3362, 22.8337, -0.1303, -0.1528, 0.1882
O, 4.1418, 5.4702, 22.6843, -0.1042, -0.0055, 0.3179
O, 0.1331, 9.855, 22.8873, 0.0185, 0.205, 0.5508
O, 6.2041, 2.2835, 22.8375, -0.1859, -0.242, 0.5023
O, 11.4613, 4.4811, 22.9085, 0.0167, 0.1732, 0.4708
O, 6.3863, 7.7274, 23.266, -0.0588, -0.1151, 0.2004
Si, 9.0898, 11.9248, 20.4409, -0.1122, -0.1118, -0.3207
Si, 6.4149, 3.5507, 9.0901, 0.0215, -0.0228, 0.3229
Si, 13.3573, 2.5074, 9.7253, -0.0348, -0.1503, 0.1606
Si, -2.7397, 7.4387, 15.3521, -0.084, -0.0713, 0.0174
Si, 0.9941, 3.0632, 19.0805, 0.1143, -0.0519, -0.1665
Si, -0.4295, -3.5891, 19.7825, 0.0402, -0.139, -0.3186
Si, 7.3676, 8.6014, 8.6485, -0.038, 0.0151, 0.2695
Si, -4.2714, 5.9263, 13.0878, 0.0488, 0.0046, 0.098
Si, 5.9471, 11.2658, 16.3305, 0.0535, -0.0394, 0.0711
Si, 7.7552, 8.4094, 22.6924, -0.0797, 0.1073, -0.3567
Si, 7.3525, 3.1735, 22.0679, -0.0483, 0.0445, -0.1857
Si, 14.5618, 6.2357, 21.8249, 0.0814, 0.1601, -0.1294
Si, 11.9355, 4.8602, 21.397, 0.1242, 0.0396, -0.5011
Si, 11.8896, 7.9723, 15.0536, -0.0505, -0.0215, -0.0552
Si, 1.9699, 11.1233, 19.3196, 0.1405, 0.1076, -0.1722
Si, 4.4962, 9.8158, 18.616, 0.058, -0.004, 0.0843
Si, -1.0002, 3.5559, 9.1145, -0.086, -0.007, 0.3075
Si, 1.5055, 0.747, 12.1219, 0.0021, -0.1302, 0.0646
Si, 8.5292, 3.5065, 11.27, 0.0534, 0.0552, 0.3225
Si, -1.4013, 12.266, 13.0291, -0.0122, 0.0378, -0.0154
Si, 3.6666, 4.6023, 18.0798, 0.099, 0.089, 0.0212
Si, 8.3726, 7.0595, 18.3138, -0.0462, 0.0886, -0.0603
Si, 3.3565, -1.8034, 11.8204, 0.0187, 0.0526, 0.3269
Si, 0.6095, -0.0415, 16.4542, -0.0823, 0.0766, 0.049
Si, 2.2129, -3.4404, 9.7967, 0.0776, 0.0629, 0.4623
Si, 3.8579, 4.8237, 10.4645, 0.0131, -0.0247, 0.2995
Si, 1.7935, 5.4183, 14.5344, -0.0356, -0.028, -0.0593
Si, 7.2816, 9.3634, 19.8595, -0.0862, 0.0054, -0.3395
Si, 6.5895, -6.3512, 19.3773, 0.0405, 0.0933, -0.3484
Si, 1.2659, 7.2257, 12.4551, 0.0449, 0.022, 0.1202
Si, 0.96, 2.3701, 14.4929, -0.0691, 0.0413, 0.0353
Si, -0.122, 10.0388, 21.2854, -0.0203, 0.0356, -0.3611
Si, 4.5583, 4.8239, 13.6116, 0.1293, 0.0735, 0.0548
Si, -3.6533, -0.7287, 14.1164, 0.0263, -0.1005, 0.0558
Si, 2.6995, 7.2724, 18.9634, 0.0005, 0.06, -0.1445
Si, 7.5449, 2.6256, 17.1072, 0.0579, 0.075, -0.0417
Si, 10.2759, 1.8728, 17.5848, 0.0284, 0.0403, -0.0839
Si, 5.0175, 2.9712, 15.6992, -0.0148, 0.0429, -0.0492
Si, 6.542, 8.6908, 11.7395, -0.0979, -0.1254, 0.3907
O, 0.0159, 2.8053, 17.7837, 0.0223, 0.0221, 0.0402
O, -4.2124, 5.9962, 19.0885, -0.0343, -0.0953, 0.0867
O, 12.8867, 1.1765, 15.5808, 0.0862, 0.006, -0.0001
O, 3.2552, 6.242, 9.9274, 0.0338, -0.0563, -0.0701
O, 8.2131, 6.8079, 16.7084, 0.0223, -0.0172, -0.0002
O, 6.6997, 4.1322, 20.9265, 0.0057, -0.0286, 0.208
O, 0.268, 8.1172, 13.4055, -0.0281, 0.0233, -0.0378
O, 0.2109, 2.9224, 9.992, -0.0511, -0.0029, -0.0913
O, 10.4566, 7.4662, 15.5875, 0.0772, 0.0092, 0.0443
O, 5.2437, 4.5171, 9.6824, 0.0644, 0.0393, -0.1081
O, 5.2242, -0.8697, 17.1654, -0.0252, 0.0362, -0.0469
O, 9.8321, 2.4224, 8.2164, -0.1158, -0.1779, -0.3271
O, 4.6342, 3.2785, 14.147, 0.001, -0.0212, 0.0368
O, -1.9735, 1.5918, 19.0363, -0.055, -0.0578, 0.2267
O, -0.9139, 0.4731, 16.8258, 0.0445, -0.0463, 0.0279
O, 3.37, 6.9942, 20.4396, 0.0296, -0.1085, 0.3243
O, 7.3082, 3.4368, 18.4828, -0.0303, -0.0077, 0.1425
O, 2.7969, 7.8244, 12.6449, -0.0404, -0.0068, -0.0474
O, 4.2105, 15.845, 12.0456, -0.0778, -0.0286, -0.3358
O, 8.4137, -1.9682, 15.058, -0.0209, 0.0715, -0.0103
O, 4.1027, 3.8812, 16.694, -0.0241, -0.0377, 0.004
O, -1.2067, 0.3251, 21.1679, 0.0985, 0.0076, 0.0986
O, 3.4139, 16.5, 14.4972, -0.0695, -0.001, 0.0364
O, 1.4086, 10.6952, 17.8514, -0.0406, -0.037, 0.0395
O, 9.9587, 6.9555, 18.7484, 0.0959, 0.015, 0.1476
O, 1.3352, 3.8982, 14.9872, -0.01, -0.0068, -0.0202
O, 1.9458, -5.8929, 21.3849, -0.0115, -0.0686, 0.1577
O, 4.9877, 4.6589, 19.0466, -0.0142, -0.0254, 0.0569
O, 4.9807, 9.174, 11.9671, -0.0024, 0.0024, -0.1324
O, -0.4062, -4.7018, 20.9644, -0.1006, -0.0161, 0.2059
O, 5.6631, 9.5121, 19.7087, 0.0016, 0.0033, 0.0259
O, -3.6612, -0.1133, 20.0951, 0.08, 0.0997, 0.0942
O, 7.6261, 8.3649, 21.0813, 0.0788, -0.1257, 0.2789
O, 7.8749, 8.6043, 18.5407, 0.0113, 0.0271, 0.1395
O, -3.617, 4.6632, 12.2899, 0.004, -0.0713, -0.1507
O, 13.9552, -7.0942, 18.6693, -0.0601, -0.0023, 0.0421
O, 15.2074, 0.1218, 19.225, -0.0364, -0.0546, 0.008
O, -2.3498, 2.2579, 12.0592, -0.0007, 0.0104, -0.0763
O, 8.4494, 13.1116, 21.3595, -0.0107, 0.0614, 0.1625
O, 1.5107, 1.6768, 19.7227, -0.0148, -0.0332, 0.0404
O, 9.1321, 13.5988, 16.7165, -0.0093, -0.0216, -0.0042
O, 2.9731, 8.8877, 10.2425, -0.0297, -0.0874, -0.2208
O, 4.7523, 1.3912, 15.9855, -0.0591, 0.0263, -0.044
O, 0.0621, 3.7581, 20.2283, -0.0631, 0.0622, 0.2219
O, 1.2201, -5.2582, 13.0054, 0.0025, 0.0404, -0.0706
O, 14.7498, 6.1356, 17.8791, -0.0142, -0.0465, 0.0691
O, 12.9305, -0.7042, 20.5294, -0.0657, -0.0232, 0.1656
O, 3.4115, 8.6225, 18.416, -0.0378, -0.0242, 0.0169
O, -4.9087, 10.8718, 14.9339, -0.0152, -0.018, -0.0193
O, -0.1516, 0.512, 12.2627, 0.0686, 0.01, -0.028
O, 1.2895, 6.7089, 15.4336, 0.0047, -0.0086, 0.0432
O, 7.4299, 9.6692, 12.6801, 0.0131, 0.0407, -0.0993
O, 1.0518, 18.3247, 19.0349, -0.0603, -0.0156, 0.0868
O, 8.4678, 6.4744, 14.1072, 0.0397, -0.0013, -0.0124
O, -2.4055, 0.2887, 13.806, 0.0056, -0.0112, 0.03
O, 2.7667, 3.652, 10.2502, 0.015, 0.0071, -0.1014
O, 7.0725, 8.8308, 10.2264, 0.1213, -0.0047, -0.3561
O, -4.3278, 13.9003, 10.3674, -0.1338, 0.0084, -0.3107
O, 12.2367, 9.4439, 15.6929, -0.0004, -0.027, -0.0283
O, 14.1082, -0.53, 12.4284, -0.0862, 0.083, -0.0626
O, 1.8387, 12.913, 13.1621, 0.017, 0.0203, -0.0478
O, 1.9461, 12.0864, 10.6055, 0.0339, 0.0633, -0.1347
O, -0.6451, 2.3022, 14.1215, 0.0586, 0.0338, -0.0235
O, 6.0099, 5.484, 13.9302, -0.0691, -0.0003, -0.0027
O, -0.7813, 8.764, 20.5034, -0.0124, 0.0797, 0.1758
O, 6.8077, 7.1238, 12.1158, -0.0408, 0.0983, -0.157
O, 6.6193, -7.651, 15.9302, 0.0026, -0.0297, 0.0025
O, 7.0561, 1.0666, 17.2962, -0.0503, -0.0169, 0.0223
O, 0.9422, 7.284, 10.8501, 0.0367, -0.0538, -0.131
H, 3.836, -0.8317, 7.9421, -0.0263, -0.0512, 0.1313
H, 3.7008, 4.5499, 7.788, 0.0008, -0.037, 0.0221
H, -0.0541, -0.8555, 7.9653, 0.015, -0.0412, 0.1218
H, 9.8851, 2.26, -9.7554, -0.011, 0.0309, -0.0655
H, 2.0086, 2.1848, -9.9447, -0.0259, 0.0458, -0.1328
H, 4.0431, -0.9221, -9.9528, -0.0401, -0.0504, -0.1383

Results
free energy: -143023.044 eV
free energy less fixed offsets of H -15.97, O -568.88, Si -635.61 eV per atom: 0.006 eV

The program warned: the cutoff lies below the one the program advises for these potential files; the forces do not sum to zero within the program's tolerance; the exchange-correlation potential is rough where the density is thin.
